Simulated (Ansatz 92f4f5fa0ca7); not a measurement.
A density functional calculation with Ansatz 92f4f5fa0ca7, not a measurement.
Periodic cell of 207 atoms, Si128O79, from a study of silicon, its oxide and their interface. The atomic structure is a simulated model.
This geometry differs little from another in the collection (a relaxation step or a small displacement).

Settings: functional r2SCAN; potential files Ansatz PAW; basis plane waves; wave-function cutoff 800 eV; density cutoff ratio 5; exchange-correlation grid ratio 1; k mesh 1 x 1 x 1, shifted by 0.5 0.5 0 of a step; self-consistency stop 1e-10 eV per atom in the density residual; occupations fixed; spin none; net charge 0.

Cell vectors (angstrom)
a, 10.88, 0, 0
b, 0, 10.88, 0
c, -2.9065, 2.0494, 29.9138

Atoms and the computed forces on them: element, x, y, z (angstrom), force x, y, z (eV/angstrom)
Si, 4.1588, 6.9002, -9.1888, 0.0203, -0.0034, 0.0337
Si, 0.9904, 6.1686, -2.608, 0.0444, -0.0684, 0.1511
Si, 6.3922, 4.9482, 0.1339, -0.0099, -0.0002, 0.1096
Si, 1.622, 9.3659, -5.4938, -0.0048, -0.0015, 0.0906
Si, 2.5449, 4.7425, -7.686, 0.0175, -0.0137, 0.0535
Si, 0.5055, 3.6239, -4.1292, 0.043, 0.0345, 0.0909
Si, 8.4042, 5.7406, -6.9207, -0.0186, 0.0108, 0.0477
Si, 1.738, 8.3272, 15.5552, -0.022, 0.0429, -0.1817
Si, 3.4739, 7.5578, 0.2363, -0.0382, -0.0678, 0.1633
Si, 7.4162, 11.4452, 0.0762, -0.0457, -0.0103, 0.1654
Si, 4.6231, 3.2722, -0.0147, 0.0913, 0.0169, 0.1041
Si, 7.8292, 9.4119, -4.4969, -0.0123, -0.0006, 0.1117
Si, -0.9298, 8.7957, 0.1683, 0.024, -0.0209, 0.1512
Si, 0.9066, 10.336, 0.1, -0.0108, -0.0146, 0.178
Si, 9.1298, 13.1503, 0.2057, 0.0213, 0.0271, 0.1695
Si, 1.7768, 5.8306, 0.2491, 0.0541, 0.0574, 0.1591
Si, 2.636, 9.4209, 1.3967, -0.0339, 0.0045, -0.0632
Si, 5.5406, 12.3421, 1.2481, 0.0191, -0.0086, -0.0646
Si, 2.8507, 4.0916, 1.3648, 0.0159, 0.0209, -0.0285
Si, 5.3863, 6.7077, 1.3369, -0.0162, -0.0215, -0.0279
Si, 8.2217, 9.6733, 1.4368, 0.0293, -0.028, -0.0398
Si, 10.9008, 12.1511, 1.3537, 0.001, -0.0193, -0.057
Si, 8.097, 14.8736, 1.4458, -0.0407, 0.018, -0.034
Si, -0.024, 6.8935, 1.3261, -0.0178, 0.0427, -0.0722
Si, 1.2897, 8.1599, 2.8445, 0.0159, 0.0301, -0.0154
Si, 4.1069, 10.8974, 2.5488, 0.0446, -0.0082, 0.0094
Si, 1.4171, 13.5726, 2.6171, -0.0358, 0.0539, 0.0388
Si, 4.1153, 5.4118, 2.8469, 0.002, 0.0407, -0.0647
Si, 6.7916, 8.1717, 2.5969, 0.0019, 0.0069, 0.0139
Si, 9.5669, 10.9212, 2.8777, -0.0084, -0.0224, -0.0041
Si, 6.7641, 13.5804, 2.8546, 0.0109, 0.0212, -0.0675
Si, 9.4974, 5.4649, 2.6329, 0.0261, -0.0482, 0.0298
Si, 2.7063, 6.7913, 4.1138, -0.0261, -0.014, 0.0194
Si, 5.4334, 9.5317, 3.964, 0.0111, 0.0093, 0.0281
Si, 2.7539, 12.2172, 4.0114, -0.0126, -0.0105, 0.021
Si, 5.4392, 14.9434, 4.2102, -0.0082, -0.0058, 0.0323
Si, 8.1421, 6.8122, 4.0243, -0.0135, 0.0203, 0.0372
Si, 10.8687, 9.522, 4.2169, -0.0088, -0.0349, 0.0574
Si, 8.1603, 12.2534, 4.1623, 0.0016, -0.0019, 0.0044
Si, 0.0193, 4.083, 3.9634, 0.0022, 0.0024, 0.0187
Si, 4.0944, 8.189, 5.3815, 0.0055, 0.0333, -0.0011
Si, 6.78, 10.8418, 5.409, 0.0071, -0.0071, 0.0066
Si, 4.0502, 13.5563, 5.4833, 0.0211, 0.0136, -0.002
Si, 6.8262, 5.4661, 5.4728, -0.015, 0.0169, 0.0024
Si, 9.4776, 8.1285, 5.4847, 0.0214, 0.0135, 0.0006
Si, 1.4075, 10.905, 5.468, -0.0004, -0.018, 0.0032
Si, -1.3283, 2.7682, 5.406, 0.0165, 0.0078, -0.0084
Si, 1.3368, 5.4104, 5.4057, -0.0111, 0.0027, -0.0066
Si, 2.7703, 9.5106, 6.7967, -0.0554, -0.0044, -0.0021
Si, 5.4499, 12.1849, 6.8031, 0.0087, 0.0536, -0.0014
Si, 2.6735, 14.9623, 6.7969, 0.0404, -0.0102, -0.0001
Si, 5.431, 6.8514, 6.781, 0.0056, -0.0612, 0.0074
Si, 8.115, 9.5198, 6.8109, 0.0308, -0.0166, -0.0036
Si, -0.0003, 12.2848, 6.7827, -0.007, -0.0461, 0.0129
Si, 8.2135, 4.09, 6.8045, -0.038, -0.001, -0.0009
Si, 10.8834, 6.7521, 6.8033, -0.0171, 0.0526, 0.0004
Si, 1.3921, 8.1347, 8.1321, 0.0399, -0.0026, -0.0012
Si, 4.1185, 10.8328, 8.1897, 0.0096, 0.005, -0.0033
Si, 1.3102, 13.6428, 8.1728, 0.0201, 0.0101, -0.0035
Si, 4.0459, 5.4836, 8.1184, 0.0023, 0.0069, 0.0012
Si, 6.7659, 8.1858, 8.1829, -0.0051, -0.0031, 0.0056
Si, 9.5066, 10.8997, 8.1305, -0.0055, 0.0289, -0.0009
Si, 6.8436, 13.5642, 8.1237, 0.0073, -0.0236, -0.0087
Si, 9.5478, 5.4174, 8.2027, 0.0047, -0.0346, -0.0068
Si, 2.7247, 6.8167, 9.5873, 0.017, -0.0292, -0.0173
Si, 5.4472, 9.497, 9.6355, -0.0039, 0.0154, -0.0295
Si, 2.7025, 12.2401, 9.4034, 0.0044, 0.0258, -0.0753
Si, 5.4536, 4.096, 9.3723, -0.0152, 0.0053, -0.0305
Si, 8.1633, 6.8183, 9.4604, -0.0277, -0.0082, -0.0496
Si, 0.0151, 9.5168, 9.4278, -0.0025, 0.0053, 0.0023
Si, 8.173, 12.2238, 9.5769, -0.0035, 0.0086, -0.0032
Si, -0.0112, 14.9575, 9.6377, 0.0068, -0.0038, -0.03
Si, 4.0839, 8.1457, 11.0302, -0.0003, 0.0012, -0.0572
Si, 6.8401, 10.8471, 10.9907, 0.0093, -0.0301, -0.0708
Si, 4.079, 13.6108, 10.663, 0.0053, -0.0071, -0.01
Si, 6.7919, 5.4391, 10.7399, 0.0269, -0.0245, 0.0437
Si, -1.3303, 8.154, 10.7848, -0.0133, -0.0291, 0.073
Si, 1.3621, 10.9025, 10.7535, 0.0301, 0.0334, 0.0396
Si, 9.506, 13.5691, 11.0047, 0.0223, 0.0071, -0.0431
Si, 1.3642, 5.4673, 10.9846, -0.0083, 0.0115, -0.0266
Si, 9.1777, 4.9532, 15.7757, -0.0425, 0.0085, -0.0799
Si, 5.3589, 12.2963, 12.1137, 0.0276, -0.011, 0.0278
Si, 2.7902, 4.0072, 12.1522, -0.0093, -0.0135, 0.0388
Si, 4.5663, 4.8354, 13.4401, 0.0275, 0.0037, -0.1935
Si, -2.6232, 9.4195, 12.2865, 0.0373, -0.0159, 0.06
Si, 0.045, 12.1422, 12.2687, 0.0018, -0.0277, 0.0777
Si, 8.0799, 4.1388, 12.2053, -0.0298, -0.0311, 0.0207
Si, -0.0501, 6.8555, 12.2994, 0.0019, 0.0283, 0.0308
Si, 2.6661, 9.6306, 12.2357, -0.0232, -0.0368, 0.0752
Si, 0.5973, 13.6227, 16.237, 0.0421, -0.0374, -0.1416
Si, 1.8552, 2.2699, 13.4179, -0.0376, -0.0458, -0.1647
Si, 5.507, 6.6874, 12.2779, -0.0205, -0.0172, 0.0875
Si, 7.3779, 7.5465, 13.4557, 0.048, -0.0423, -0.173
Si, -0.8597, 10.3565, 13.5744, 0.0025, 0.0349, -0.1469
Si, 6.2463, 14.051, 13.3465, 0.0688, -0.0003, -0.0689
Si, 2.4888, 5.8645, 18.8109, -0.0164, 0.0205, -0.0696
Si, 6.0184, 7.1795, -5.379, 0.002, -0.0534, 0.0574
Si, -1.7923, 5.8225, 13.5415, -0.0529, -0.0114, -0.1108
Si, 2.3662, 10.4747, -2.7002, 0.0005, 0.03, 0.1188
Si, 7.3596, 5.3248, -1.9565, -0.0717, -0.0033, 0.0461
Si, 9.2685, 2.9103, -2.0428, -0.0608, -0.0978, 0.0275
Si, 4.0947, 8.1628, 20.2922, -0.0137, -0.0012, 0.0563
Si, 9.4154, 11.4879, 15.5594, 0.0296, -0.0381, -0.1752
Si, 4.16, 8.7349, -7.104, 0.0205, -0.0397, 0.036
Si, 4.3685, 12.834, -2.846, 0.0346, 0.0315, 0.1332
Si, 6.2185, 10.3175, -8.8255, -0.0128, 0.0045, 0.026
Si, 3.4988, 7.8371, -2.045, -0.0508, -0.0773, 0.1177
Si, 0.3413, 8.0432, 18.1571, 0.025, -0.0169, -0.0803
Si, 8.4896, 11.0973, -7.1472, -0.0081, -0.0161, 0.0837
Si, 1.3831, 3.11, 19.1746, -0.0135, 0.0021, -0.0845
Si, 4.1254, 10.356, 16.2291, -0.0077, 0.0694, -0.1223
Si, 3.5924, 11.4802, 13.4148, -0.0455, 0.0095, -0.1903
Si, 9.1776, 13.3792, 19.7484, -0.0205, -0.0245, -0.0119
Si, 4.9103, 10.6971, 18.9477, -0.0285, 0.0126, -0.0699
Si, 9.5014, 3.1448, -6.6537, 0.014, 0.0142, 0.0648
Si, 9.1449, 7.7544, -2.5258, 0.0235, 0.0226, 0.1042
Si, 7.2001, 11.5758, -2.2815, 0.077, 0.1245, 0.111
Si, 5.1414, 5.8962, -3.7276, 0.0481, -0.1066, 0.094
Si, 3.3926, 3.7153, -4.8797, 0.0078, 0.0296, 0.1145
Si, 0.1376, 9.6837, -7.9177, -0.0224, 0.0084, 0.0342
Si, 0.877, 8.7079, 13.4575, 0.0182, -0.0098, -0.1344
Si, 6.1894, 8.0875, 16.3397, 0.0496, -0.0512, -0.1361
Si, 8.4429, 7.0101, 18.0934, 0, -0.0366, -0.1051
Si, 0.4139, 6.9759, -6.7553, 0.0038, 0.0004, 0.0519
Si, 0.3718, 3.2542, -9.2241, 0.0003, 0.0101, 0.003
Si, 3.733, 6.0621, 16.123, 0.0285, -0.0376, -0.1304
Si, 7.2546, 13.5657, 15.3523, -0.0331, -0.0002, -0.1678
Si, 7.4661, 11.8356, 17.6382, 0.0539, 0.0207, -0.1335
O, 1.3754, 5.3138, -1.2769, -0.0314, 0.0214, -0.1197
O, 9.0169, 8.4141, -3.9978, 0.0075, 0.0097, -0.0862
O, 4.1225, 11.3518, 14.9687, 0.0186, -0.0085, 0.1382
O, -0.1776, 2.9506, 19.538, -0.0001, 0.0161, 0.0306
O, 3.3042, 5.3647, 17.5045, -0.0207, -0.0376, 0.0655
O, -1.2154, 7.9607, 18.5479, -0.0077, 0.0262, 0.0358
O, -0.21, 2.8902, -2.873, 0.0372, -0.0185, -0.0422
O, 9.0638, 6.1006, 16.9067, 0.0073, 0.0345, 0.0919
O, 0.656, 10.2134, -6.4728, -0.0048, 0.0163, -0.0157
O, 0.7252, 5.205, -3.8639, -0.0021, -0.0152, -0.0653
O, -0.7375, 3.4965, -8.09, -0.0205, 0.0187, -0.0272
O, 3.5612, 9.4082, -2.4332, 0.0392, 0.013, -0.0446
O, 6.5881, 12.7316, 16.5875, -0.0053, -0.0671, 0.0943
O, 7.8266, 6.8535, -2.2498, 0.0137, 0.0245, -0.0076
O, 1.5788, 2.7766, 14.9565, -0.0262, 0.0331, 0.1284
O, -1.3266, 10.3315, -8.1016, -0.0015, -0.0062, -0.0462
O, 1.0584, 7.8277, -5.5148, 0.0055, -0.0042, -0.009
O, 8.2325, 10.1718, -5.8477, 0.018, 0.0259, -0.0826
O, 9.0105, 12.5091, -6.6045, 0.0008, -0.0062, -0.0196
O, 8.4403, 10.8635, 16.7297, -0.0931, 0.0013, 0.1137
O, 2.8693, 9.3691, 16.0584, 0.0514, 0.018, 0.0639
O, -0.1657, 12.1852, 16.2576, 0.0109, 0.0288, 0.067
O, 3.4323, 8.1215, -8.4165, 0.0024, 0.0305, -0.0067
O, -1.0207, 6.2923, -6.4711, 0.0267, -0.007, -0.0151
O, 7.0803, 7.8928, 15.0199, -0.0747, 0.0594, 0.1074
O, 8.4821, 12.8383, 18.4008, 0.0302, 0.0308, 0.0311
O, 4.1669, 4.9711, 15.0289, -0.0432, 0.0355, 0.1176
O, 6.4613, 8.6063, -4.7571, -0.0139, 0.0314, -0.0395
O, 3.3222, 3.9835, -6.4738, -0.0085, 0.0038, -0.0741
O, 2.4473, 6.8665, 15.5489, 0.0199, -0.0077, 0.0392
O, 0.988, 9.1413, 19.1447, 0.0038, 0.0273, -0.0059
O, 9.2755, 8.8412, -1.3413, 0.0029, 0.022, -0.0526
O, 3.7847, 5.115, -4.1559, -0.0374, -0.0346, -0.034
O, 7.1788, 7.8741, 17.5913, -0.0008, 0.025, 0.0815
O, -0.3155, 3.3786, -5.4756, -0.0179, -0.0121, -0.0813
O, 5.3714, 9.6622, -7.6101, 0.0004, 0.0237, -0.007
O, 3.0594, 11.9051, -2.8291, -0.0344, -0.0124, -0.0292
O, 3.1248, 9.4656, -6.1137, 0.0096, 0.0369, -0.0124
O, 7.9757, 6.1626, 19.3788, -0.0179, -0.0067, 0.0277
O, 4.7699, 9.0865, 19.1424, 0.008, -0.0127, -0.0083
O, 1.4881, 2.8769, 17.5755, 0.0583, 0.0087, 0.0846
O, 5.6747, 11.9469, -2.6227, -0.0317, 0.0054, -0.0167
O, 7.788, 4.1137, 15.9254, 0.0257, 0.0218, 0.062
O, 4.3087, 11.3833, 20.2736, 0.0005, -0.0019, 0.0155
O, 4.9822, 7.032, 16.3982, -0.0008, 0.0165, 0.0292
O, 1.8138, 3.6447, -8.6125, 0.0176, -0.0089, 0.0047
O, 1.4624, 5.8102, -7.1357, -0.005, 0.0143, -0.0124
O, 7.577, 10.3479, -3.2277, 0.0247, -0.052, -0.0737
O, 5.5387, 9.5604, 16.2682, 0.0107, -0.0012, 0.0291
O, 3.4932, 6.7858, 19.6864, 0.021, -0.025, -0.0041
O, 2.2729, 12.9533, 20.0176, 0.0111, -0.0249, -0.0224
O, 8.1913, 12.7902, -2.7439, 0, 0.0435, -0.0977
O, 1.1578, 6.6654, 18.365, 0.005, -0.0215, 0.0227
O, 8.1381, 5.8398, -8.512, -0.0019, 0.0056, -0.0483
O, 8.6908, 4.425, -2.1748, 0.024, -0.0022, -0.0383
O, 1.9667, 4.561, 19.5934, 0.0051, -0.0004, 0.0245
O, 6.4715, 11.0944, 18.6757, 0.0004, -0.0221, 0.0456
O, 2.158, 7.2676, -2.7909, -0.0607, 0.025, -0.0766
O, -0.4389, 3.989, 16.1237, -0.0138, 0.0412, 0.0132
O, 3.6113, 5.4881, -8.635, -0.0001, -0.0195, -0.0207
O, 4.7464, 7.4412, -6.3371, -0.0332, 0.0424, -0.061
O, 1.2968, 10.5429, -1.4863, 0.0382, -0.0183, -0.1068
O, 8.3338, 3.7536, 20.2883, -0.0131, -0.009, -0.0072
O, -0.4026, 6.9018, -2.3756, -0.0062, 0.0117, -0.0251
O, 4.235, 3.0021, -1.6007, -0.0458, -0.0326, -0.0915
O, 1.5768, 10.0378, -4.0393, -0.0338, -0.032, -0.0649
O, 1.9985, 3.0849, -4.3695, -0.024, -0.0304, -0.0378
O, 5.7602, 6.9218, -8.959, 0.0375, 0.0144, 0.0163
O, 6.2448, 4.898, -3.067, -0.031, -0.0522, -0.0746
O, 8.5678, 12.7075, 14.8608, -0.0681, 0.0165, 0.0682
O, 4.481, 13.5313, -4.3148, 0.0056, 0.0283, -0.0515
O, 7.2798, 6.5947, -6.1776, 0.0525, 0.001, -0.0419
O, 1.1413, 10.1552, -9.0732, 0.0306, -0.0095, -0.0061
O, 4.0381, 11.1327, 17.6445, -0.0004, 0.0208, 0.0802
O, 8.2852, 4.1922, -6.4554, -0.012, 0.0158, -0.0024
O, 7.1755, 11.3721, -8.0531, -0.0052, 0.0027, -0.02
O, 4.7599, 6.9969, -2.5923, -0.0082, 0.0508, -0.0078
O, 0.1513, 8.0618, -7.9384, -0.0049, -0.0081, -0.0221
O, 0.5029, 8.4508, 16.6046, -0.0604, -0.0091, 0.1176

Results
free energy: -126934.766 eV
free energy less fixed offsets of O -570.45, Si -639.56 eV per atom: -5.536 eV

The program warned: the cutoff lies below the one the program advises for these potential files; the forces do not sum to zero within the program's tolerance; empty levels may hold ghost states of the PAW files; the exchange-correlation potential is rough where the density is thin.
